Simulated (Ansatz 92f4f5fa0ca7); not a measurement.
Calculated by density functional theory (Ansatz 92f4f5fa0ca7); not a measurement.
Periodic cell of 171 atoms, Si99O72, from a study of silicon, its oxide and their interface. The atomic structure is a simulated model.

Settings: functional r2SCAN; potential files Ansatz norm-conserving; basis plane waves; wave-function cutoff 1300 eV; density cutoff ratio 4; exchange-correlation grid ratio 1; k mesh 2 x 2 x 1, shifted by 0.5 0.5 0.5 of a step; self-consistency stop 5e-08 eV per atom in the density residual; occupations Fermi-Dirac, 0.05 eV; spin none; net charge 0.

Cell vectors (angstrom)
a  11.5403  0  0
b  0  11.5403  0
c  0.8879  -6.2051  24.3248

Atoms and the computed forces on them: element, x, y, z (angstrom), force x, y, z (eV/angstrom)
Si  -1.9955  -0.9673  0.4007  0.0903  -0.2102  -0.9299
Si  -2.1677  2.1074  -0.2516  -0.0537  -0.3019  -0.3649
Si  -2.0254  7.5427  0.2617  0.0367  0.2229  -0.6922
Si  1.9081  -0.8842  0.3679  -0.007  -0.1296  -0.8233
Si  1.9596  2.1483  -0.4552  0.0655  -0.3509  -0.3264
Si  1.9332  7.6689  0.07  -0.0935  0.1049  -0.436
Si  5.7737  -0.8647  0.5002  -0.11  -0.0695  -0.9272
Si  5.8365  2.1821  -0.0943  0.0763  -0.2958  -0.4886
Si  5.971  7.7051  -0.0054  0.1378  0.2053  -0.7156
Si  -0.0323  -0.8895  1.638  -0.008  -0.0263  -0.2303
Si  -0.0484  2.8495  0.8535  -0.0876  -0.2581  -0.1524
Si  0.0154  7.0545  1.3316  -0.0476  0.1184  -0.3111
Si  3.8023  -0.8903  1.7065  0.0454  0.0786  -0.2098
Si  3.7967  2.8502  1.0114  0.1916  -0.1545  -0.0641
Si  3.9342  7.0447  1.1749  0.0615  0.1555  -0.217
Si  7.6931  -0.8902  1.7825  -0.0482  -0.008  -0.0974
Si  7.6748  2.8346  1.2988  -0.1  -0.0089  -0.1088
Si  7.6516  7.1268  1.5615  -0.0682  0.0732  -0.0367
Si  -0.0254  1.1873  2.6308  -0.0003  0.1511  0.1004
Si  -0.0124  4.926  2.3929  0.0176  0.0331  -0.1373
Si  -0.015  8.7232  2.934  -0.0364  -0.053  0.3066
Si  3.8022  1.1713  2.7257  0.0006  0.1923  0.2127
Si  3.8492  4.9647  2.4024  -0.0661  -0.0233  -0.1353
Si  3.8625  8.6645  2.891  0.0478  -0.1187  0.2623
Si  7.6819  1.1267  2.8734  0.0174  0.1563  0.3568
Si  7.6695  4.9872  2.5931  0.0293  -0.1667  -0.2192
Si  7.6678  8.7784  3.1218  -0.0496  -0.1908  0.3497
Si  -1.8697  1.1655  4.0964  0.0166  0.1385  -0.2328
Si  -1.8858  5.0177  3.9254  -0.0164  -0.0344  0.0453
Si  -1.8874  8.7284  4.3283  0.0009  -0.0331  -0.0881
Si  1.8649  1.1487  4.0474  -0.0167  0.1313  -0.1128
Si  1.9069  5.0082  3.8577  -0.0156  -0.1204  0.1182
Si  1.9252  8.6958  4.2311  -0.039  -0.0979  0.0385
Si  5.7011  1.1363  4.1231  0.0084  0.0831  -0.24
Si  5.7125  5.0114  3.95  0.0145  -0.0527  0.0324
Si  5.7025  8.7278  4.3361  0.0023  0.079  -0.0441
Si  -1.8839  -0.773  5.4053  0.0182  -0.0817  0.2144
Si  -1.8783  3.141  5.3224  -0.0378  -0.0192  0.0757
Si  -1.8849  6.7903  5.6523  -0.0433  0.0491  -0.0438
Si  1.9116  -0.8171  5.3859  0.0736  -0.0231  0.0683
Si  1.8629  3.1277  5.2836  0.0403  0.0176  0.0062
Si  1.8953  6.7862  5.627  0.015  0.1087  -0.114
Si  5.7055  -0.7919  5.4582  -0.0814  -0.2353  0.217
Si  5.7269  3.1171  5.3217  0.0055  0.0339  0.0823
Si  5.721  6.8011  5.6666  -0.0014  -0.0247  -0.0178
Si  0.0133  -0.8367  6.748  -0.0702  -0.1328  -0.2302
Si  -0.0001  3.1649  6.7341  0.0044  0.1379  -0.2438
Si  0.0051  6.8089  7.1385  -0.0211  0.0224  0.1907
Si  3.7893  -0.862  6.7976  0.0258  -0.138  -0.1811
Si  3.7759  3.0932  6.6136  0.0027  0.03  -0.3593
Si  3.7919  6.8349  7.1088  0.0212  0.0317  0.0921
Si  7.7023  -0.7705  6.6859  0.056  -0.1005  -0.3704
Si  7.7044  3.1367  6.5953  -0.0042  0.1004  -0.4638
Si  7.7002  6.8552  7.041  -0.0005  0.0446  0.0736
Si  -0.018  1.1558  7.8818  0.1148  -0.11  0.2207
Si  -0.0082  4.7647  8.4894  0.025  -0.1244  0.1358
Si  -0.0227  8.9781  8.3557  0.0665  0.0597  0.1834
Si  3.8147  1.1588  7.8756  -0.1446  0.0223  0.2165
Si  3.7604  4.7219  8.2459  -0.1187  -0.0155  0.2398
Si  3.7842  8.9538  8.4592  -0.0311  0.1923  0.2695
Si  7.6873  1.2097  7.8488  0.0186  -0.0537  0.2517
Si  7.7195  4.7707  8.2204  0.084  0.003  0.2162
Si  7.7293  9.033  8.2388  0.0374  0.0733  0.1565
Si  9.5935  1.1378  9.1639  -0.0674  0.0766  0.9483
Si  9.5218  4.1587  9.6734  -0.1138  -0.1786  0.5931
Si  9.6069  9.6102  9.654  -0.043  0.06  0.3246
Si  1.8984  1.0401  9.1695  0.0184  0.151  0.8521
Si  1.9598  4.0366  9.6885  0.1198  -0.1934  0.8185
Si  1.7927  9.5422  9.8281  -0.0645  0.2471  0.2844
Si  5.7571  1.2689  9.1256  -0.0109  0.0907  0.9635
Si  5.7513  4.3053  9.3859  -0.0091  -0.3613  0.6645
Si  5.8506  9.7186  9.5126  0.0927  0.2533  0.4803
Si  1.7506  0.8197  15.6073  -0.274  -0.0275  -0.1316
Si  8.6701  5.3449  12.5201  -0.1278  -0.1687  0.2646
Si  -2.2635  6.2325  16.777  -0.1438  0.0949  0.077
Si  2.2542  3.5583  15.1492  -0.0809  0.0746  -0.07
Si  2.4886  8.3516  12.4885  0.243  -0.1558  0.0835
Si  5.4241  8.6703  12.2623  -0.1531  -0.0102  0.3901
Si  3.3516  1.0531  19.0496  -0.0361  0.0665  -0.0797
Si  2.4731  -2.8731  20.9628  -0.2027  -0.0151  -0.2032
Si  0.4645  1.745  18.1872  -0.1094  -0.084  0.043
Si  2.8172  5.1915  12.5517  0.1059  -0.0447  0.1178
Si  8.3561  -2.9472  21.9105  0.0292  0.0471  -0.0725
Si  11.3638  4.174  16.8639  0.0756  -0.1263  0.1229
Si  7.0855  10.1566  14.1098  -0.2104  0.1494  0.0745
Si  2.6654  9.6106  18.3193  -0.0736  0.0562  -0.2428
Si  2.3319  0.2834  21.5881  -0.1396  0.1041  -0.2197
Si  0.0525  -2.4688  19.6914  -0.1045  0.0422  -0.1727
Si  8.8126  8.2279  18.8675  0.107  0.0273  -0.2251
Si  1.8364  9.3731  15.4127  -0.0843  -0.0199  0.1721
Si  8.7996  0.1405  22.3842  -0.0367  0.1855  -0.074
Si  9.027  3.8603  15.1264  -0.1447  -0.1538  -0.0612
Si  7.2871  1.2201  15.488  0.0809  -0.074  -0.1529
Si  5.7458  5.6247  12.1354  -0.007  -0.1485  0.3442
Si  10.5089  8.6726  15.2673  0.0889  0.0611  0.17
Si  4.343  1.9456  16.543  0.1647  0.007  -0.0335
Si  -2.2259  8.4756  12.6125  -0.0479  0.0898  0.2718
Si  -0.5754  0.3386  20.561  -0.0875  -0.0006  -0.2359
Si  8.3765  10.2784  16.624  -0.0648  -0.0043  0.1346
O  2.2141  4.5127  13.8687  0.0871  -0.0356  -0.064
O  -2.0289  -2.4423  -0.4448  -0.022  -0.1661  0.88
O  -2.4446  6.3348  -0.8094  0.1353  0.3648  -0.0428
O  0.9436  -3.4121  20.6809  0.2982  0.3074  -0.0631
O  -0.6402  -1.2871  20.5587  0.1021  0.0605  -0.0484
O  -0.9767  8.7073  13.6377  -0.1973  -0.0512  -0.0426
O  2.3672  -1.2958  21.2986  0.0512  -0.1107  -0.0405
O  3.8841  8.8605  11.8503  0.0398  -0.1078  0.0865
O  8.4451  6.8887  18.0108  0.213  0.1529  -0.0436
O  8.2954  9.5786  18.0887  0.1434  -0.2036  -0.0066
O  1.9336  0.4755  -0.5932  -0.0007  0.4633  0.4976
O  2.1896  2.5944  -2.0564  -0.1383  -0.0823  0.5087
O  8.385  -1.3431  21.9703  0.0324  -0.1338  -0.0135
O  7.4208  0.8336  22.9051  0.0744  0.0738  0.3244
O  5.8126  -2.2321  -0.4552  0.04  -0.2479  0.7829
O  1.9143  -2.2999  -0.5281  0.0467  -0.3431  0.7566
O  5.8107  0.5279  -0.4078  -0.0204  0.43  0.6657
O  9.2998  5.0035  11.0701  0.0721  -0.2743  -0.2677
O  9.5549  2.5287  10.1112  0.0577  0.3525  -0.7333
O  2.4611  6.752  12.5692  0.0361  0.1334  -0.0646
O  9.3913  4.4487  13.6578  -0.1299  0.1474  0.0043
O  2.1582  4.6745  11.181  -0.0408  -0.078  -0.3253
O  5.7666  2.7129  10.0301  -0.0198  0.3312  -0.8947
O  1.4596  8.8918  11.3418  0.1605  0.1711  -0.4494
O  -3.3495  9.5292  13.1172  0.0657  -0.157  -0.0571
O  1.8826  11.1969  10.1048  -0.0418  -0.3146  -0.6147
O  1.3173  4.2964  16.2563  -0.0545  -0.2314  -0.0723
O  3.4681  1.0383  20.6743  -0.3013  -0.211  -0.0564
O  4.4117  4.8786  12.6582  -0.0476  0.2108  -0.2366
O  7.0988  4.9278  12.6777  0.0595  0.2154  -0.2871
O  0.6038  1.0802  16.7241  0.2882  0.0971  0.0553
O  5.7715  11.3543  9.9726  0.0353  -0.3713  -0.6882
O  9.5895  11.2503  10.0513  -0.0145  -0.3223  -0.6452
O  1.0524  9.7344  18.5817  0.142  -0.1136  0.228
O  0.4909  8.5441  15.7855  -0.0332  0.1818  -0.1673
O  1.4447  10.9048  15.0057  0.1285  -0.0608  0.2091
O  8.0653  0.3488  16.6534  -0.1038  -0.1429  -0.2621
O  9.8313  10.0062  15.9308  -0.1009  -0.2264  -0.0811
O  -0.549  0.8369  19.0312  0.2157  0.0047  0.2101
O  6.2703  8.9761  10.9261  -0.1661  0.2167  -0.1569
O  3.7156  3.31  15.8732  -0.2167  -0.2654  0.032
O  7.2449  9.6064  15.6414  0.2693  0.2697  -0.1956
O  5.7257  7.1421  12.6924  -0.041  0.1509  -0.2111
O  1.908  2.4138  10.1046  -0.0253  0.4248  -0.705
O  -1.8592  8.7755  11.0731  -0.0427  0.3019  -0.302
O  4.4488  1.8996  18.1868  -0.2703  -0.1234  -0.1525
O  2.4527  8.8116  14.0367  -0.1071  -0.0223  -0.2263
O  -0.8391  5.5967  17.2617  -0.168  -0.1617  -0.218
O  10.4343  3.4058  15.7737  -0.0173  0.2993  0.121
O  5.7527  5.5227  10.5196  -0.0057  -0.3669  -0.043
O  0.7935  0.8081  21.3317  0.0928  -0.1831  -0.0449
O  6.1418  2.7757  -1.6077  0.0279  -0.0531  0.4188
O  3.2893  0.7627  16.1419  -0.0624  0.2448  0.0573
O  9.5543  0.899  21.1483  -0.0121  -0.3512  0.3431
O  8.2016  8.1374  20.3564  0.1485  0.1202  0.2324
O  5.664  9.6786  13.512  0.2317  -0.216  -0.3033
O  -2.6991  2.6794  -1.7233  -0.0119  -0.1026  0.3578
O  11.4224  3.2514  18.1903  0.0828  -0.0548  -0.308
O  2.8189  9.2255  16.7275  -0.1717  0.1126  0.0361
O  8.8226  6.9386  12.755  0.0559  0.0081  -0.1552
O  7.1833  0.2462  14.1694  0.0115  -0.2084  0.3461
O  3.2395  8.5786  19.4851  -0.309  0.203  0.2026
O  -2.0732  0.435  -0.5216  0.0109  0.4594  0.6121
O  -1.0991  -3.2987  18.9354  -0.1335  0.1335  0.1589
O  1.8514  6.6672  -1.2064  0.0641  0.1814  0.0125
O  5.8096  1.6532  15.9658  -0.0591  -0.02  0.0541
O  1.9407  1.8025  18.81  0.0784  -0.1762  -0.1031
O  8.3933  5.0606  16.0581  0.4093  -0.0236  -0.0818
O  8.0563  2.5746  15.0746  0.1084  0.086  0.0812
O  3.3727  11.044  18.5558  -0.1222  0.0555  0.1148
O  1.6802  2.1096  14.6147  0.221  0.0898  0.4596
O  -1.9255  7.397  15.7046  0.1252  0.0663  0.0429

Results
free energy: -45075.947 eV
free energy less fixed offsets of O -463.61, Si -117.95 eV per atom: -18.977 eV
pressure: -1.54 GPa
stress xx, yy, zz, yz, xz, xy (GPa, positive in tension): 0.11, 3.12, 1.39, -0.14, 0.02, -0.14

The program warned: the forces do not sum to zero within the program's tolerance.
